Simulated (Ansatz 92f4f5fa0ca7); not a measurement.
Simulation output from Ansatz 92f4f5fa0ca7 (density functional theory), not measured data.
Periodic cell of 223 atoms, Si131O90As2, from a study of silicon, its oxide and their interface. The atomic structure is a simulated model.
Doubt: the cutoff is far below the 930 eV that the study's wrapper takes by default for these files, so forces and energies are approximate.
This geometry differs little from another in the collection (a relaxation step or a small displacement).

Settings: functional PBE; potential files Ansatz PAW; basis plane waves; wave-function cutoff 580 eV; density cutoff ratio 5; exchange-correlation grid ratio 1; k mesh 1 x 1 x 1, Gamma-centred; self-consistency stop 5e-08 eV per atom in the density residual; occupations fixed; spin none; net charge 0.

Cell vectors (angstrom)
a  10.938  0  0
b  0  10.938  0
c  0  0  32.1988

Atoms: element, x, y, z (angstrom)
Si  10.5883  0.2249  24.8772
Si  5.7372  10.6803  24.7526
Si  2.4772  2.9171  24.6512
Si  8.4252  2.4647  24.8353
Si  0.2746  5.1702  24.7627
Si  5.1543  5.7488  24.7022
Si  2.9351  8.0048  24.6104
Si  7.9397  8.4383  24.7442
Si  1.3293  1.3849  26.0476
Si  6.8447  1.3114  26.1272
Si  4.0428  4.1065  25.9963
Si  9.6041  4.0655  26.0901
Si  1.3967  6.8288  26.0075
Si  6.7676  6.854  26.0356
Si  4.098  9.5375  26.003
Si  9.465  9.571  26.1573
Si  2.7276  -0.0074  27.3537
Si  8.1582  -0.0165  27.5611
Si  0.0056  2.7231  27.4923
Si  5.4405  2.7462  27.3697
Si  2.7255  5.4688  27.4319
Si  8.1852  5.4743  27.3654
Si  -0.0047  8.1838  27.3792
Si  5.4325  8.2021  27.4493
Si  4.081  1.3692  28.7493
Si  9.5707  1.361  28.8422
Si  1.363  4.1149  28.8112
Si  6.8261  4.1028  28.7516
Si  4.0891  6.8236  28.8023
Si  9.5574  6.8316  28.7597
Si  1.3665  9.5641  28.7479
Si  6.7812  9.5502  28.8467
Si  0.0146  -0.0169  30.1557
Si  5.4396  0.0211  30.1605
Si  2.734  2.7356  30.1467
Si  8.1894  2.7475  30.1527
Si  -0.0137  5.4787  30.1524
Si  5.4713  5.4649  30.1474
Si  2.7247  8.208  30.1442
Si  8.2008  8.1989  30.1539
Si  1.3673  1.3673  31.515
Si  6.8362  1.3673  31.515
Si  4.1018  4.1018  31.515
Si  9.5708  4.1018  31.515
Si  1.3673  6.8362  31.515
Si  6.8362  6.8362  31.515
Si  4.1018  9.5708  31.515
Si  9.5708  9.5708  31.515
Si  2.7345  0  0.6835
Si  8.2035  0  0.6835
Si  0  2.7345  0.6835
Si  5.469  2.7345  0.6835
Si  2.7345  5.469  0.6835
Si  8.2035  5.469  0.6835
Si  0  8.2035  0.6835
Si  5.469  8.2035  0.6835
Si  4.1106  1.3706  2.0511
Si  9.5598  1.376  2.0794
Si  1.3579  4.1243  2.042
Si  6.8576  4.0759  2.0616
Si  4.1115  6.8191  2.0267
Si  9.5646  6.8436  2.0542
Si  1.3267  9.5869  2.0215
Si  6.8231  9.6025  2.0447
Si  -0.0109  -0.0005  3.4353
Si  5.4712  0.0193  3.4551
Si  2.7546  2.7745  3.3785
Si  8.1897  2.7142  3.5021
Si  -0.0162  5.4699  3.4346
Si  5.49  5.4568  3.3909
Si  2.6842  8.1812  3.3097
Si  8.1947  8.2427  3.3905
Si  1.3589  1.4537  4.701
Si  6.8772  1.2942  4.942
Si  4.2003  4.0475  4.7767
Si  9.5197  4.173  4.845
Si  1.4372  6.8111  4.7565
Si  6.7523  6.9291  4.717
Si  3.9677  9.5744  4.6516
Si  9.5737  9.5286  4.8147
Si  2.7504  0.1  6.0283
Si  8.2102  -0.1419  6.3223
Si  -0.0111  2.7598  6.1357
Si  5.5367  2.7269  6.2961
Si  2.8266  5.4278  6.1064
Si  8.1574  5.668  6.1358
Si  0.1012  8.1626  6.1303
As  5.3637  8.3342  6.1037
Si  3.9431  1.4748  7.5788
Si  9.8061  1.1556  7.4643
Si  1.7435  3.7673  7.3603
Si  6.6575  4.4822  7.4962
Si  4.3348  6.6466  7.4729
Si  9.6404  6.9035  7.5267
Si  1.1448  9.9471  7.292
As  7.5197  8.8532  7.8855
O  9.1271  8.134  8.5246
O  2.7703  2.5905  7.8565
O  9.5243  1.3527  24.2817
O  4.0526  6.8643  24.1367
O  0.034  0.067  7.931
O  5.5113  5.6005  7.9811
O  6.8486  9.5708  24.2106
O  1.3668  4.0602  24.1779
O  3.7862  7.4228  8.8385
O  1.4142  4.4004  8.8353
O  10.0918  5.679  8.5529
O  2.069  9.4544  8.5526
O  7.4441  3.9697  8.857
O  4.3273  0.8701  9.0807
O  6.961  9.6142  9.4019
O  9.1972  1.9195  8.7956
O  7.7067  3.1434  23.5284
O  10.5012  5.8486  23.4537
O  5.0929  0.438  23.416
O  5.8639  5.09  23.3744
O  3.1009  2.2046  23.2893
O  2.2979  8.7143  23.2438
O  8.6214  7.7581  23.4067
O  0.233  10.3379  23.601
Si  4.3884  1.571  22.4856
Si  3.5379  7.9231  14.0976
Si  7.159  0.9546  14.7079
Si  0.951  9.355  22.5402
Si  1.2251  4.2969  11.9693
Si  6.3183  8.9648  15.3658
Si  0.6952  1.355  12.3883
Si  8.6353  4.9459  20.5432
Si  0.5282  5.6148  9.424
Si  5.1329  3.1158  17.9732
Si  0.9167  3.7356  16.8073
Si  10.4261  2.8519  19.2773
Si  5.3103  1.1632  10.3793
Si  0.9091  0.1804  19.8814
Si  6.7212  9.4651  11.0142
Si  9.3576  9.6695  18.392
Si  9.4696  9.2267  12.6769
Si  6.5691  3.8425  22.6021
Si  2.4176  8.1348  9.4095
Si  10.6233  7.3577  17.1601
Si  2.537  6.2948  16.6445
Si  10.2112  4.4743  14.2514
Si  6.165  9.1812  18.5625
Si  7.9605  2.6112  9.6052
Si  8.8992  2.1556  12.4773
Si  5.3729  6.2388  18.1119
Si  3.9381  0.5523  19.4904
Si  4.3164  3.8272  12.0867
Si  5.5911  6.5862  12.211
Si  8.0448  2.5024  17.252
Si  4.3967  2.4646  15.0083
Si  1.572  1.1998  15.3419
Si  1.6327  9.4196  12.101
Si  8.1078  6.8364  13.9312
Si  10.4396  9.8285  15.5806
Si  9.8104  7.02  22.5657
Si  8.1338  5.4776  17.4424
O  6.0843  7.9612  11.3806
O  6.0712  9.208  16.9438
O  7.6936  1.3942  13.2364
O  0.8646  1.7073  13.9713
O  9.4717  6.2387  16.947
O  6.8278  6.1846  13.1841
O  5.1703  4.6504  18.6462
O  9.2586  2.168  18.3136
O  2.3815  0.0985  19.0981
O  9.4376  10.2211  16.8335
O  2.8297  4.4506  11.79
O  5.0803  10.3144  19.1397
O  9.46  3.2557  13.5078
O  0.4807  1.768  20.0035
O  3.1762  1.3623  15.0933
O  8.1755  5.3551  19.0533
O  3.9212  6.5915  17.4533
O  4.6004  3.284  16.4205
O  9.0977  5.6459  14.4036
O  5.4456  2.762  22.15
O  10.6927  4.0889  15.7439
O  0.3711  3.8766  18.3404
O  10.4414  10.5178  19.2749
O  9.7305  10.0277  14.1142
O  10.9072  8.1292  22.1029
O  1.2557  2.155  16.6182
O  9.7479  3.7482  20.4664
O  8.1465  4.0302  16.7082
O  0.0226  9.0959  11.9779
O  6.6136  2.4032  18.0344
O  5.6246  10.7172  11.26
O  7.7702  9.5912  18.9108
O  10.0502  1.0322  12.0994
O  1.2151  7.0687  9.2279
O  0.6691  4.7693  13.4347
O  5.7378  7.6179  19.0269
O  5.2812  5.079  11.5699
O  2.7444  7.0014  15.1905
O  0.9766  2.7283  11.5748
O  0.9234  10.6664  15.6699
O  2.4975  8.6463  10.9479
O  4.7049  2.4231  11.282
O  4.3173  3.4811  13.7121
O  2.2174  4.6895  16.5314
O  10.748  8.2389  15.7833
O  6.9914  10.2834  14.7095
O  2.4011  8.9431  13.4763
O  8.0833  1.5197  15.9435
O  4.1792  6.9642  12.9442
O  4.2046  2.0044  18.7513
O  7.2942  4.4164  21.2815
O  8.4279  2.9403  11.1297
O  1.2146  6.861  17.4464
O  5.6811  1.5355  14.8426
O  8.1658  9.7608  11.7913
O  9.2052  6.292  21.252
O  9.0595  7.6859  12.9471
O  1.6913  0.127  11.9714
O  6.6729  6.1532  17.0992
O  7.4415  7.7955  15.0888
O  1.2487  10.2959  21.2531
O  10.0477  8.1891  18.4322
O  3.9511  0.8463  21.1024
O  0.3538  5.2801  10.9943
O  6.7175  1.5816  9.6759
O  4.8266  8.7077  14.7371

Results
free energy: -144174.186 eV
free energy less fixed offsets of As -4856.12, O -568.88, Si -635.61 eV per atom: 2.164 eV

Forces (eV/angstrom), in the order of the atoms: element, x, y, z
Si  -0.0047  0.0129  -0.015
Si  0.0027  -0.0019  0.0177
Si  -0.0033  0.0064  0.0096
Si  0.005  -0.0016  0.0209
Si  -0.002  -0.002  0.0158
Si  0.0001  0.0062  0.0153
Si  0.0017  0.0039  0.0037
Si  -0.0086  0.0068  0.0074
Si  -0.0049  -0.0033  -0.0005
Si  -0.0003  0.0012  -0.0099
Si  0.0035  -0.0017  -0.005
Si  0  -0.0023  -0.0073
Si  0.0001  -0.006  -0.0078
Si  0.0002  -0.0028  -0.0012
Si  0.0057  0.0019  -0.0046
Si  0.0043  -0.0008  -0.007
Si  0.0001  0.0025  0.0239
Si  0.0104  0.0072  -0.0443
Si  -0.0048  -0.0046  -0.0327
Si  -0.0017  0.0041  0.0197
Si  0.0001  -0.0062  -0.0159
Si  -0.0009  0.0056  0.0209
Si  -0.0022  0.0056  0.0194
Si  0.0065  0.003  -0.0229
Si  -0.0073  0.0029  -0.0248
Si  0.0104  -0.0017  0.0446
Si  0.0039  0.0163  0.033
Si  -0.0089  0.0085  -0.0272
Si  -0.0006  -0.0041  0.0214
Si  -0.007  -0.0071  -0.0202
Si  0.0054  -0.0017  -0.0287
Si  -0.0298  -0.0097  0.0527
Si  -0.0079  0.0073  -0.0035
Si  0.0052  -0.0136  -0.0089
Si  0.006  -0.0028  -0.0008
Si  0.0057  -0.0018  -0.0074
Si  0.0011  -0.0058  -0.0084
Si  0.0051  -0.0033  -0.0004
Si  -0.0005  -0.0034  -0.0025
Si  0.0041  -0.0081  -0.0045
Si  0.0818  -0.0241  0.0125
Si  -0.038  0.083  0.0044
Si  0.0285  -0.077  -0.0077
Si  -0.0786  0.073  0.0231
Si  -0.0372  0.0818  -0.0142
Si  0.0415  -0.0738  0.0455
Si  -0.1808  0.0062  0.0322
Si  0.0188  -0.1227  0.0132
Si  0.0291  0.0143  0.0511
Si  0.0167  0.1875  0.0033
Si  -0.0542  -0.0514  0.1137
Si  0.0579  -0.0042  0.0161
Si  -0.0708  0.0311  -0.1981
Si  0.0895  -0.1062  0.1081
Si  -0.2225  -0.0606  -0.1569
Si  0.0744  0.0637  -0.0311
Si  -0.0216  -0.001  0.0204
Si  -0.0116  0.0037  -0.0082
Si  0.0078  -0.0029  0.0177
Si  0.0173  0.0107  0.0007
Si  0.0039  -0.0022  -0.0083
Si  -0.0128  -0.0091  0.0199
Si  -0.0136  0.0685  0.0104
Si  -0.0093  -0.0202  0.0247
Si  -0.0203  -0.0412  -0.0353
Si  0.0551  -0.0021  0.0185
Si  0.0523  0.0565  -0.0794
Si  0.0208  -0.0421  0.0299
Si  0.0283  0.0075  0.016
Si  -0.0543  0.0073  0.003
Si  0.0413  -0.0778  0.0507
Si  -0.0348  0.0155  0.0025
Si  -0.0105  -0.0109  -0.0004
Si  -0.0878  0.0215  -0.0285
Si  -0.031  -0.0186  0.0234
Si  0.0259  -0.0112  -0.0581
Si  -0.0317  -0.046  -0.0019
Si  0.154  -0.0392  -0.0658
Si  0.0211  0.0373  0.0069
Si  -0.0007  -0.0449  0.0516
Si  0.0314  -0.001  0.0192
Si  0.1186  -0.0022  -0.0473
Si  -0.0207  0.0083  0.0106
Si  0.0474  -0.0133  0.0077
Si  0.0623  0.0658  -0.0319
Si  -0.0608  0.0236  0.0431
Si  0.0277  0.0657  -0.0604
As  0.0752  0.0688  0.0566
Si  -0.0002  0.0488  0.01
Si  -0.0183  -0.0391  -0.0085
Si  -0.0265  -0.0272  0.1348
Si  0.0167  -0.0256  0.0147
Si  -0.1092  -0.0876  0.022
Si  -0.1558  0.0358  0.1112
Si  -0.0316  -0.0186  0.0415
As  0.0363  -0.1733  0.1307
O  -0.1461  0.126  -0.1531
O  0.0174  -0.0019  -0.1043
O  0.0064  -0.0095  -0.0062
O  0.0018  -0.0027  -0.0032
O  -0.0137  0.0143  -0.03
O  -0.0481  0.0789  -0.0379
O  0.0038  -0.0046  -0.0063
O  0.0038  -0.0025  -0.0063
O  0.0069  0.011  0.0159
O  -0.0656  0.1259  0.0267
O  0.0646  0.0531  -0.028
O  0.0218  -0.0241  0.0027
O  0.0229  -0.0235  0.0108
O  0.0076  -0.0107  0.014
O  0.0721  -0.023  0.0572
O  -0.0074  -0.0051  0.0113
O  -0.0056  0.0032  -0.0057
O  -0.004  0.0052  -0.0089
O  -0.0045  0.007  -0.009
O  0.0023  -0.0029  -0.0089
O  0.0029  -0.0031  -0.0071
O  -0.001  0.0034  -0.0045
O  0.0057  -0.0022  -0.0025
O  0.0082  -0.008  0.0043
Si  0.0023  0.0012  0.0123
Si  0.0043  -0.003  -0.0058
Si  -0.0115  0.0033  -0.0072
Si  -0.0046  0.0029  0.0141
Si  0.001  -0.0107  -0.0089
Si  -0.0008  0.0028  -0.0015
Si  0.0051  0.0032  -0.0078
Si  0.0023  0.0002  0.0096
Si  0.0008  -0.0463  -0.0402
Si  0.002  -0.0019  0.0023
Si  0.0003  0.0003  0.0031
Si  0.0001  0.0004  0.0057
Si  0.0127  -0.0263  -0.0103
Si  0.0069  0.002  0.0117
Si  0.0076  0.011  -0.121
Si  0.0054  0.0011  0.0013
Si  -0.0142  0.0015  -0.0128
Si  0.001  -0.0006  0.0091
Si  0.0021  0.008  0.0069
Si  0.0021  0.0004  -0.0027
Si  0.006  0.0003  -0.0059
Si  0.0042  -0.0056  0.0025
Si  0  0.0029  0.0001
Si  -0.0057  0.0204  -0.0218
Si  -0.0014  0.0026  -0.005
Si  0.0025  -0.001  -0.0004
Si  0.0001  0.0026  0.0072
Si  0.0033  -0.0026  -0.0101
Si  0.0157  0.0166  -0.0079
Si  0.0054  0.0008  0.0029
Si  0.0136  -0.0019  -0.0124
Si  0.0007  -0.0021  -0.0006
Si  0.0027  -0.0008  -0.0054
Si  -0.0022  -0.0007  -0.0111
Si  0.0023  0.0009  -0.009
Si  0.0051  0.0014  0.0074
Si  0.0011  -0.0014  0.0038
O  -0.0035  -0.038  0.0276
O  0.0014  -0.0007  -0.0021
O  0.0012  -0.0029  0.0078
O  0.0032  -0.0004  0.0031
O  0.0052  0.0005  0.0012
O  0.0012  0.0017  0.0015
O  0.0026  0.0004  -0.0003
O  0.0011  -0.0012  -0.0007
O  0.0022  -0.0013  -0.0024
O  0.0032  0.0001  0.0022
O  0.001  -0.0059  0.0038
O  0.0051  -0.0036  -0.0014
O  0.0081  0.0062  0.0024
O  0.002  -0.002  -0.0027
O  0.0058  0.0039  -0.0014
O  0.0011  0.0003  -0.0059
O  0.0014  0  0.0015
O  0.0015  -0.0005  -0.0021
O  0.0075  -0.0025  0.0007
O  -0.0008  0.0001  -0.0023
O  0.0034  0.0014  -0.0042
O  0.0048  0.0011  -0.0046
O  -0.0026  -0.0023  -0.0024
O  0.002  -0.0001  0.0062
O  0.0009  0.0028  -0.0055
O  0.003  0.0014  -0.0013
O  0.003  -0.0011  -0.0038
O  0.0013  -0.0024  -0.0009
O  0.005  -0.0009  -0.0005
O  0.003  0.0006  -0.0006
O  -0.0172  0.034  0.0098
O  0.0029  -0.0008  0.0006
O  0.0041  -0.002  -0.0005
O  -0.0132  -0.0599  -0.0071
O  -0.0067  0.0007  0.0048
O  0.0027  0  0.0007
O  0.0014  -0.0026  0.004
O  -0.0011  -0.0024  0.0083
O  0.0039  0.0036  0.0088
O  0.0014  0.0012  -0.0008
O  -0.0021  -0.0023  -0.0122
O  -0.0016  0.0057  0.0042
O  0.0054  -0.0116  0.0156
O  0.0001  -0.0007  0.0012
O  0.0013  0.0001  0.0027
O  0.0003  0.0024  0.001
O  0.0041  -0.0023  0.0007
O  0.0019  -0.0011  -0.0009
O  0.0007  0.0002  0.002
O  0.0027  0.0018  -0.0015
O  0.0039  0.0019  -0.0044
O  0.0054  -0.0051  -0.005
O  0.0009  0.0001  0.0014
O  0.0022  0  0.0035
O  0.0233  -0.0051  0.0177
O  -0.0022  -0.003  -0.0045
O  0.0066  -0.0015  -0.0008
O  0.0013  -0.0018  0.0002
O  0.0023  0.0003  -0.0017
O  -0.0015  0.0022  -0.0005
O  -0.0018  0.0016  -0.003
O  0.0011  -0.0009  0.0005
O  -0.0004  -0.0032  -0.0094
O  0.022  -0.0105  -0.058
O  0.003  0.0054  0.0046
O  0.0068  -0.0016  0.001

The program warned: the cutoff lies below the one the program advises for these potential files; the exchange-correlation potential is rough where the density is thin.
